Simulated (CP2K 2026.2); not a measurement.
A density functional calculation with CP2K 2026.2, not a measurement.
Periodic cell of 513 atoms, Si351O162, from a study of silicon, its oxide and their interface. The atomic structure is a simulated model.
Doubt: the forces sum to 1.18 eV/angstrom along one axis rather than to zero, so they err by at least 0.0023 eV/angstrom per atom on average; the grid cutoff is modest.

Settings: functional PBE; method Gaussian and plane waves; basis set DZVP-MOLOPT-SR-GTH; pseudopotentials GTH-PBE; grid cutoff 350 Ry, relative cutoff 50 Ry; k points Gamma only; occupations fixed; spin none; net charge 0.

Cell vectors (angstrom)
a 16.407 0 0
b 0 16.407 0
c 0.5809 0.5437 34.4773

Atoms and the computed forces on them: element, x, y, z (angstrom), force x, y, z (eV/angstrom)
Si 0.354 0.332 0.194 -0.002 -0.134 0.166
Si 3.332 2.402 0.149 -0.049 0.106 0.204
Si 0.364 5.635 0.439 -0.125 0.097 0.2
Si 2.793 8.3 0.466 0.075 -0.006 0.199
Si 1.199 11.161 34.384 -0.177 0.159 0.171
Si 3.6 14.07 34.447 -0.069 0.11 0.243
Si 6.128 0.699 34.418 0.106 -0.095 0.218
Si 8.12 3.134 0.319 0.004 -0.085 0.228
Si 5.861 5.273 0.085 -0.055 0.104 0.233
Si 8.589 8.448 0.089 -0.014 -0.008 0.231
Si 5.426 11.47 0.115 0.029 -0.137 0.242
Si 8.47 13.668 0.258 -0.048 0.148 0.167
Si 11.38 0.071 0.014 -0.09 0.046 0.186
Si 13.488 3.322 0.024 0.088 -0.079 0.214
Si 11.576 5.873 34.367 -0.059 0.099 0.217
Si 13.701 8.349 0.046 0.054 -0.087 0.248
Si 10.648 11.422 0.176 0.204 -0.007 0.135
Si 13.548 14.166 0.142 0.041 0.001 0.204
Si 1.717 1.503 1.629 -0.004 -0.006 -0.07
Si 4.313 4.149 1.461 0.021 -0.015 -0.06
Si 1.541 6.996 1.883 0.004 0.001 -0.06
Si 4.388 9.729 1.41 -0.012 0.018 -0.065
Si 1.521 12.341 1.322 0.026 -0.009 -0.067
Si 4.237 15.118 1.307 0.013 -0.007 -0.046
Si 6.99 1.404 1.415 0.001 0.011 -0.049
Si 9.674 4.309 1.569 -0.005 -0.01 -0.076
Si 7.127 6.945 1.29 -0.01 0 -0.035
Si 9.61 9.882 1.625 0 -0.023 -0.041
Si 6.938 12.507 1.592 -0.007 0.009 -0.062
Si 9.754 15.308 1.371 -0.019 -0.016 -0.026
Si 12.532 1.606 1.374 -0.016 0.009 -0.065
Si 15.102 4.344 1.463 0.013 0.01 -0.05
Si 12.316 6.899 1.293 0.022 0.005 -0.039
Si 15.203 9.723 1.267 0.021 -0.021 -0.038
Si 12.421 12.495 1.366 -0.041 -0.009 -0.045
Si 15.265 15.262 1.358 -0.014 0.008 -0.05
Si 0.177 2.932 2.782 -0.002 0.003 0.022
Si 3.004 0.046 2.875 -0.018 -0.003 0.009
Si 0.054 8.454 2.905 -0.001 -0.01 0.009
Si 2.989 5.505 2.931 0.003 0.001 0.011
Si 0.167 13.779 2.69 0.002 0.012 0.009
Si 2.93 11.065 2.777 0.002 -0.005 0.019
Si 5.669 2.803 2.845 -0.003 0.001 0.005
Si 8.406 0.174 2.817 0.008 -0.002 -0.014
Si 5.764 8.334 2.73 -0.008 0.015 -0.008
Si 8.357 5.691 2.886 0.01 0.005 0.001
Si 5.576 13.898 2.854 0.013 0.021 0.013
Si 8.267 11.167 2.992 -0.024 -0.04 0.02
Si 11.11 2.888 2.801 0.005 -0.01 0.017
Si 13.911 0.232 2.764 0.016 0.002 0.009
Si 11.077 8.373 2.744 0 0.016 -0.001
Si 13.724 5.678 2.817 0.003 -0.001 -0.002
Si 11.081 13.882 2.772 0.015 0.003 0.009
Si 13.853 11.114 2.679 -0.005 0.017 0.005
Si 1.529 4.222 4.236 0 0 0.01
Si 4.306 1.473 4.24 0.013 0.011 -0.007
Si 1.531 9.766 4.196 0 0.009 -0.007
Si 4.364 6.982 4.154 -0.001 -0.011 0.01
Si 1.541 15.111 4.144 0.011 0.004 0.001
Si 4.243 12.462 4.186 0 -0.014 -0.01
Si 7.017 4.236 4.195 -0.007 0.001 -0.004
Si 9.753 1.54 4.191 -0.001 0.001 0.004
Si 6.979 9.689 4.255 0.004 0.005 0.009
Si 9.751 7.048 4.208 -0.024 0.001 -0.006
Si 7.009 15.233 4.192 -0.005 0.001 -0.001
Si 9.736 12.54 4.211 0.015 0.021 0.017
Si 12.453 4.255 4.195 0.002 0.003 -0.009
Si 15.252 1.556 4.177 -0.006 -0.006 -0.004
Si 12.486 9.737 4.091 0.008 0.002 0.003
Si 15.116 7.025 4.207 0.001 0.011 -0.007
Si 12.503 15.238 4.113 -0.01 -0.005 -0.002
Si 15.202 12.462 4.105 0.002 -0.006 0.003
Si 0.194 0.131 5.512 0.001 0.002 -0.002
Si 2.898 2.842 5.579 -0.005 -0.01 0.002
Si 0.148 5.645 5.535 -0.007 0.004 0.002
Si 2.926 8.349 5.506 -0.004 0.001 -0.006
Si 0.164 11.136 5.542 0.003 0.006 -0.001
Si 2.887 13.802 5.574 0.002 0.004 -0.002
Si 5.677 0.161 5.613 0 -0.002 -0.001
Si 8.396 2.902 5.571 0.005 0.003 -0.001
Si 5.669 5.615 5.572 0.003 0.001 -0.002
Si 8.39 8.373 5.605 0.003 0.001 -0.004
Si 5.603 11.087 5.566 -0.008 -0.003 -0.002
Si 8.36 13.864 5.578 -0.007 0.003 0.003
Si 11.133 0.163 5.531 0 -0.002 -0.006
Si 13.856 2.902 5.546 0.003 0.004 0
Si 11.095 5.637 5.56 0.009 0.001 -0.001
Si 13.794 8.401 5.564 -0.004 -0.006 0
Si 11.121 11.11 5.501 -0.001 -0.007 0.003
Si 13.85 13.845 5.492 0 0.004 -0.008
Si 1.538 1.482 6.935 0.004 -0.004 -0.001
Si 4.268 4.252 6.92 -0.002 0.006 -0.004
Si 1.545 6.999 6.892 0.001 0.001 -0.002
Si 4.249 9.719 6.927 -0.003 0.002 -0.002
Si 1.521 12.465 6.949 0 -0.002 0.001
Si 4.273 15.184 6.928 0.002 0 -0.003
Si 7.033 1.543 6.955 -0.002 0.005 0
Si 9.747 4.273 6.942 -0.007 0.002 -0.002
Si 7.027 6.983 6.951 0.004 -0.005 0.004
Si 9.764 9.76 6.926 -0.005 0.002 -0.002
Si 6.997 12.462 6.92 0.003 -0.004 -0.002
Si 9.752 15.223 6.922 0.005 -0.001 -0.001
Si 12.49 1.529 6.913 -0.002 -0.002 -0.002
Si 15.213 4.267 6.92 0.002 -0.003 -0.003
Si 12.457 7.008 6.931 -0.002 0.001 0
Si 15.206 9.75 6.905 0.002 0.001 -0.004
Si 12.487 12.474 6.881 0.003 0.003 -0.006
Si 15.218 15.193 6.891 -0.003 0.001 -0.002
Si 0.172 2.881 8.286 -0.001 0.002 0
Si 2.914 0.142 8.308 -0.002 -0.003 0
Si 0.177 8.371 8.264 0.001 -0.001 0
Si 2.902 5.629 8.283 -0.002 -0.003 0.001
Si 0.167 13.846 8.298 0.002 0.002 -0.001
Si 2.894 11.088 8.3 -0.001 -0.003 0
Si 5.642 2.903 8.304 0 0 -0.001
Si 8.397 0.173 8.308 0.001 0 0
Si 5.638 8.36 8.294 -0.001 0.001 -0.002
Si 8.383 5.624 8.322 0.001 0.002 0.002
Si 5.638 13.825 8.299 -0.001 0 -0.002
Si 8.375 11.11 8.292 -0.001 0 0
Si 11.124 2.896 8.288 0.003 0.001 -0.001
Si 13.854 0.153 8.276 -0.001 0.002 -0.001
Si 11.102 8.372 8.303 0 -0.003 0
Si 13.844 5.634 8.283 0.002 0 -0.002
Si 11.114 13.831 8.274 -0.004 -0.001 -0.002
Si 13.845 11.114 8.276 0.001 -0.001 -0.004
Si 1.547 4.253 9.654 -0.001 -0.001 0
Si 4.282 1.521 9.668 0 0.001 -0.001
Si 1.537 9.721 9.657 -0.001 0.002 -0.001
Si 4.274 6.992 9.667 0 0 -0.002
Si 1.543 15.197 9.677 0.003 0.004 0.002
Si 4.272 12.46 9.664 0.002 0 0
Si 7.004 4.266 9.68 -0.002 0.001 0.001
Si 9.753 1.542 9.667 -0.001 0 0.001
Si 7.007 9.734 9.662 0.001 -0.001 0
Si 9.746 6.998 9.679 -0.001 0.001 0.003
Si 7.014 15.205 9.658 0 -0.002 0.001
Si 9.737 12.478 9.661 0 -0.002 -0.001
Si 12.488 4.26 9.66 0.001 0.002 -0.001
Si 15.212 1.518 9.664 0.001 -0.001 -0.002
Si 12.48 9.742 9.652 0 0 -0.002
Si 15.222 6.994 9.639 -0.002 -0.002 -0.001
Si 12.48 15.198 9.649 0 -0.002 -0.003
Si 15.212 12.468 9.654 -0.002 0 -0.002
Si 16.586 16.567 11.043 -0.001 0 -0.001
Si 2.92 2.893 11.034 0 -0.001 0
Si 16.585 5.625 11.02 -0.001 0 0
Si 2.909 8.367 11.034 -0.001 -0.001 0
Si 16.59 11.098 11.015 0.001 -0.003 -0.001
Si 2.92 13.836 11.041 -0.003 -0.002 -0.001
Si 5.657 16.569 11.042 0 -0.001 -0.002
Si 8.372 2.893 11.036 -0.001 0 0.001
Si 5.643 5.632 11.053 0 0 0.003
Si 8.367 8.36 11.035 -0.001 -0.002 0.001
Si 5.643 11.108 11.04 -0.002 0.001 0
Si 8.372 13.847 11.039 0.001 0.002 0.001
Si 11.111 16.572 11.023 0.001 0.002 0.001
Si 13.845 2.887 11.037 0 0.002 -0.001
Si 11.117 5.616 11.035 0.003 0 0.001
Si 13.849 8.359 11.004 0.002 0.001 -0.003
Si 11.097 11.096 11.023 -0.001 0 -0.003
Si 13.846 13.828 11.021 0.001 0 0
Si 1.558 1.529 12.407 -0.002 0.002 -0.001
Si 4.29 4.247 12.42 -0.003 -0.001 0
Si 1.55 6.988 12.395 0.001 0.001 -0.001
Si 4.273 9.745 12.409 0.002 0 0
Si 1.554 12.462 12.391 0.001 0.002 0.001
Si 4.299 15.2 12.416 0.001 0.003 0.001
Si 7.013 1.536 12.422 0 0.003 0.002
Si 9.738 4.249 12.401 -0.002 0.002 0
Si 7.014 7.001 12.423 0 0.002 0.002
Si 9.732 9.722 12.4 0 -0.001 -0.002
Si 7.003 12.485 12.417 0.002 -0.002 0
Si 9.731 15.229 12.403 0.001 -0.002 0.001
Si 12.464 1.522 12.406 0.001 -0.003 -0.001
Si 15.226 4.252 12.396 -0.002 -0.001 0
Si 12.488 6.991 12.386 0.001 0.001 0.001
Si 15.224 9.718 12.359 -0.004 0.001 -0.001
Si 12.463 12.469 12.379 -0.002 -0.002 -0.002
Si 15.216 15.183 12.398 0 0 0
Si 16.597 2.89 13.778 0.002 0 0.002
Si 2.946 16.583 13.774 -0.003 0 0
Si 16.588 8.368 13.748 0.001 0 -0.001
Si 2.918 5.619 13.766 0 -0.002 0
Si 16.597 13.814 13.762 -0.001 -0.004 0.003
Si 2.922 11.131 13.789 -0.004 0.001 0.002
Si 5.665 2.898 13.819 -0.001 0 0.004
Si 8.366 16.587 13.805 -0.003 0.003 0.002
Si 5.643 8.385 13.774 -0.001 0.002 0.002
Si 8.39 5.613 13.782 0.002 -0.002 0.004
Si 5.652 13.85 13.827 0 -0.002 0
Si 8.371 11.105 13.763 0.001 -0.002 0.001
Si 11.072 2.869 13.786 0.002 0.001 0.001
Si 13.834 16.546 13.751 0.001 -0.002 0.002
Si 11.095 8.332 13.757 -0.003 0.001 0.004
Si 13.856 5.623 13.753 0.002 0.002 0.001
Si 11.106 13.859 13.742 0 0.004 0.002
Si 13.838 11.069 13.699 0.001 -0.004 -0.002
Si 1.57 4.254 15.154 -0.001 0 0.003
Si 4.302 1.525 15.195 -0.001 0.002 0.005
Si 1.533 9.756 15.115 0.004 0.003 0.001
Si 4.292 6.989 15.119 -0.001 -0.001 -0.002
Si 1.585 15.193 15.108 0.004 0 -0.001
Si 4.279 12.489 15.213 0.004 0.004 0.003
Si 7.043 4.272 15.192 -0.003 0.002 0.002
Si 9.712 1.52 15.221 -0.003 0.002 0.003
Si 6.995 9.767 15.153 0.004 -0.004 -0.001
Si 9.75 6.96 15.167 -0.001 0 0
Si 7.013 15.238 15.206 0.005 -0.002 0.001
Si 9.75 12.489 15.094 -0.002 0.003 -0.004
Si 12.452 4.259 15.094 0.002 -0.004 0.001
Si 15.21 1.491 15.1 -0.008 -0.001 -0.004
Si 12.488 9.703 15.072 0.001 0.001 -0.002
Si 15.241 6.983 15.118 0.002 0.001 0.006
Si 12.459 15.204 15.144 0.001 0.001 0.004
Si 15.186 12.42 15.071 -0.009 -0.005 -0.002
Si 16.602 16.529 16.439 0.007 0.005 -0.011
Si 2.951 2.916 16.553 -0.005 -0.008 0
Si 16.61 5.628 16.508 0.001 -0.004 0
Si 2.918 8.377 16.433 0 -0.004 -0.005
Si 16.513 11.074 16.48 -0.008 0.009 -0.004
Si 2.915 13.892 16.579 -0.005 -0.005 -0.002
Si 5.647 16.589 16.633 -0.005 -0.003 -0.002
Si 8.368 2.909 16.634 0.003 0.004 -0.001
Si 5.685 5.68 16.524 0 0.001 0.011
Si 8.361 8.368 16.473 -0.005 -0.003 0.012
Si 5.651 11.12 16.594 0 -0.002 -0.004
Si 8.412 13.839 16.506 -0.003 -0.002 0.005
Si 11.087 16.534 16.573 0.004 -0.001 0.004
Si 13.793 2.854 16.406 0.009 0.003 0.007
Si 11.126 5.574 16.553 -0.001 -0.003 -0.003
Si 13.82 8.316 16.452 0.003 0.008 0
Si 11.165 11.129 16.393 -0.009 -0.008 0.007
Si 13.84 13.783 16.437 0.003 -0.002 0.011
Si 1.515 1.505 17.816 0.003 -0.003 -0.026
Si 4.368 4.311 17.913 0.015 0.006 -0.018
Si 1.599 7.047 17.841 0.011 0.018 -0.021
Si 4.229 9.691 17.875 -0.005 -0.005 -0.007
Si 1.416 12.524 17.806 0.01 -0.004 -0.003
Si 4.281 15.245 18.055 0.003 -0.003 0.005
Si 6.98 1.573 18.051 -0.005 0.004 -0.011
Si 9.798 4.233 18.012 -0.005 0.004 -0.007
Si 7.002 7.081 17.933 0 -0.002 -0.003
Si 9.799 9.77 17.691 0.004 0.007 -0.026
Si 7.048 12.554 17.925 -0.006 0.009 -0.007
Si 9.788 15.084 17.97 -0.006 -0.014 -0.019
Si 12.463 1.552 17.868 -0.001 0.023 -0.005
Si 15.147 4.209 17.735 -0.007 -0.017 -0.006
Si 12.528 6.938 17.885 0.004 -0.003 -0.007
Si 15.16 9.643 17.841 -0.001 -0.008 -0.013
Si 12.523 12.413 17.841 -0.001 0.009 0.003
Si 15.253 15.11 17.758 -0.02 -0.013 -0.01
Si 16.487 2.878 19.092 -0.012 -0.021 0.052
Si 2.842 16.692 19.351 -0.011 0.01 0.062
Si 16.491 8.235 19.203 0 0.007 0.048
Si 3.022 5.757 19.22 -0.011 -0.009 0.033
Si 16.508 13.83 19.312 0.016 -0.017 0.05
Si 2.697 11.042 19.042 -0.012 0.012 0.045
Si 5.654 3.019 19.484 -0.018 0.01 0.035
Si 8.382 16.492 19.283 0.017 -0.005 0.062
Si 5.608 8.461 19.378 0.021 -0.011 0.043
Si 8.484 5.757 19.269 -0.006 0.024 0.069
Si 5.695 13.843 19.433 -0.018 0.003 0.044
Si 8.532 11.151 19.105 0.007 -0.019 0.068
Si 11.139 2.802 19.434 0.001 -0.023 0.049
Si 13.908 16.511 19.015 0.002 0.001 0.057
Si 11.162 8.447 19.067 -0.012 0.011 0.073
Si 13.877 5.482 19.233 0 0.006 0.06
Si 11.239 13.692 19.349 0.003 0.001 0.055
Si 13.863 11.047 19.231 -0.003 -0.009 0.066
Si 1.459 4.367 20.231 -0.012 0.015 -0.071
Si 3.678 2.175 20.628 0.08 -0.07 -0.252
Si 1.125 9.909 20.437 0.067 -0.043 -0.196
Si 4.614 6.745 20.759 -0.075 0.142 -0.233
Si 1.19 15.501 20.6 0.132 -0.073 -0.177
Si 4.13 12.283 20.341 0.076 0.038 -0.188
Si 7.028 4.638 20.704 0.043 -0.1 -0.218
Si 10.111 0.959 20.608 -0.11 0.17 -0.18
Si 7.292 9.754 20.466 -0.081 0.052 -0.18
Si 9.531 7.552 20.45 0.062 -0.147 -0.196
Si 7.014 15.38 20.84 -0.07 -0.098 -0.25
Si 10.108 12.027 20.63 -0.004 0.126 -0.25
Si 12.439 4.319 20.739 0.074 -0.131 -0.231
Si 15.347 1.265 20.411 -0.044 0.158 -0.249
Si 12.35 9.827 20.547 0.034 -0.028 -0.236
Si 15.557 6.472 20.557 -0.009 0.041 -0.235
Si 12.592 15.278 20.485 0.027 -0.122 -0.169
Si 15.346 12.207 20.65 -0.038 0.106 -0.217
Si 14.543 3.205 28.08 0.004 0.07 -0.043
Si 16.568 2.067 30.013 0.053 0.065 -0.02
Si 1.837 9.585 23.292 -0.021 -0.026 0.039
Si 15.928 8.482 24.779 0.051 -0.057 -0.012
Si 13.983 13.87 22.992 -0.001 0.055 -0.065
Si 2.953 14.288 22.545 -0.094 -0.037 0.071
Si 4.899 0.393 22.685 0.073 0.025 0.014
Si 4.33 7.971 23.61 -0.039 -0.041 0.014
Si 5.546 10.637 22.511 0.04 0.116 0.056
Si 10.01 11.434 26.167 0.035 0.005 -0.084
Si 8.854 13.701 22.908 -0.011 0.037 0.007
Si 9.077 4.295 23.246 -0.038 0.043 -0.014
Si 14.954 1.778 25.55 -0.019 -0.023 0
Si 11.025 6.392 22.612 0.062 -0.019 0.072
Si 13.667 7.841 22.751 -0.032 -0.009 -0.083
Si 7.336 13.943 25.594 0.066 0.056 0.029
Si 1.369 14.291 27.55 -0.174 0.009 -0.029
Si 13.573 2.367 22.827 -0.025 0.045 -0.036
Si 1.271 6.276 25.781 -0.04 0.097 -0.011
Si 0.628 3.572 26.525 -0.024 0 0.038
Si 0.722 10.446 28.819 0 -0.055 0.006
Si 14.52 7.269 30.064 -0.028 0.007 -0.003
Si 3.481 11.938 24.056 0.013 0.02 0.067
Si 6.85 2.018 27.631 0.004 -0.08 0.058
Si 10.619 1.829 23.281 0.015 -0.059 0.083
Si 4.32 6.996 26.386 0.054 0.019 0.089
Si 9.9 14.258 27.11 -0.023 0.133 0.01
Si 6.242 16.7 25.31 0.055 -0.004 0.069
Si 8.596 2.121 25.241 0.02 0.022 0.024
Si 16.103 7.876 27.685 -0.043 0.066 -0.061
Si 12.372 5.087 29.492 0.024 -0.042 0.016
Si 12.696 9.59 30.214 0.021 0.031 -0.017
Si 15.206 14.989 25.587 0.081 -0.059 0.12
Si 2.658 3.013 28.786 0.03 0.034 0.006
Si 2.235 16.575 29.343 -0.046 -0.03 0.016
Si 1.844 10.266 31.647 -0.037 0.028 0.011
Si 4.842 9.755 27.928 -0.055 -0.011 -0.042
Si 15.831 12.866 29.407 -0.003 -0.034 -0.031
Si 7.374 10.459 32.351 0.017 0.039 -0.043
Si 5.309 4.615 28.368 0.012 0.012 0.011
Si 7.313 11.359 27.13 -0.005 -0.012 -0.003
Si 2.757 11.675 26.986 -0.024 0.043 0.027
Si 11.875 12.477 29.696 -0.01 -0.053 -0.039
Si 8.76 2.086 29.699 -0.021 0.035 0.025
Si 15.299 14.476 31.833 -0.055 0.044 -0.085
Si 10.708 9.288 28.003 0.005 0.059 -0.064
Si 10.149 6.647 28.666 -0.022 0.031 0.056
Si 13.396 14.144 27.876 0.005 -0.014 -0.093
Si 11.661 9.688 33.048 -0.021 0.03 -0.077
Si 2.312 4.58 33.005 0.029 -0.078 -0.013
Si 16.343 7.768 32.361 -0.008 0.015 0.042
Si 4.298 6.802 32.576 0.002 -0.019 0.071
Si 1.91 15.576 32.263 0.018 -0.025 0.029
Si 4.752 9.218 31.047 -0.121 0.058 -0.065
Si 8.137 15.924 32.502 -0.049 -0.02 -0.087
Si 12.736 15.221 30.367 0.032 0.057 0.036
Si 8.98 11.218 29.682 -0.006 0.006 -0.028
Si 10.318 5.731 31.355 0.027 0.014 0.07
Si 9.935 1.839 32.721 0.09 0.029 -0.079
Si 8.064 4.998 29.676 -0.084 0.005 0.057
Si 16.181 2.972 32.777 0.031 -0.007 -0.002
Si 9.936 15.971 29.842 0.004 -0.055 -0.033
Si 11.222 13.637 24.566 0.012 0.049 0.06
O 1.819 16.786 33.363 0.342 -0.096 -0.028
O 16.426 2.158 34.162 -0.15 0.122 -0.034
O 3.269 3.28 33.135 0.102 -0.14 -0.166
O 5.055 1.89 34.096 -0.097 0.102 0.019
O 1.53 4.497 0.091 0.198 0.051 0.012
O 0.686 6.786 33.405 0.009 -0.108 -0.056
O 2.233 9.883 34.394 -0.14 -0.195 -0.06
O 3.84 7.861 33.722 -0.193 0.149 -0.143
O 13.087 9.787 33.83 -0.037 0.03 -0.005
O 1.248 11.391 32.717 -0.163 -0.044 -0.031
O 4.804 13.009 34.056 0.013 0.023 -0.192
O 2.87 14.471 33.004 -0.099 -0.316 0.007
O 6.639 16.512 32.915 -0.237 -0.22 0.041
O 3.303 11.292 25.518 0.248 -0.253 -0.056
O 9.102 0.568 33.292 0.065 -0.001 0.004
O 9.643 3.198 33.534 -0.122 -0.13 -0.149
O 7.583 4.702 34.147 0.001 0.205 -0.309
O 5.69 6.148 33.122 -0.021 0.158 -0.355
O 8.204 9.487 33.344 -0.178 0.062 0.092
O 10.621 8.644 33.786 0.225 -0.048 0.024
O 6.862 11.725 33.221 0.272 0.059 -0.183
O 8.308 10.956 31.128 -0.018 0.014 -0.073
O 8.297 14.52 33.29 -0.044 0.024 -0.17
O 11.346 16.037 30.7 0.142 0.08 -0.117
O 9.28 2.107 31.251 -0.082 0.121 0.114
O 11.479 1.394 33.08 0.188 -0.155 0.097
O 14.694 3.586 32.989 -0.102 0.105 0.004
O 12.801 4.82 34.077 -0.04 -0.162 -0.271
O 10.766 6.052 32.897 -0.09 0.177 0.026
O 8.717 5.289 31.175 0.054 -0.189 0.331
O 14.104 8.816 30.413 0.051 0.186 0.243
O 11.36 4.594 30.711 0.093 -0.21 -0.158
O 10.284 13.242 34.291 0.063 0.059 0.105
O 11.197 11.246 33.15 -0.06 0.004 -0.096
O 0.674 0.652 29.411 -0.259 -0.259 -0.3
O 13.049 15.846 34.059 0.017 -0.205 -0.305
O 0.453 7.132 24.652 -0.057 -0.033 -0.118
O 2.021 3.226 27.298 -0.038 0.166 -0.028
O 4.088 1.671 22.132 -0.026 0.022 0.27
O 2.499 3.298 21.014 -0.061 0.18 0.237
O 2.479 11.068 23.115 -0.131 -0.035 -0.256
O 1.638 9.061 21.762 0.187 -0.17 -0.014
O 4.048 7.064 22.282 -0.131 0.044 0.053
O 2.888 8.603 24.062 -0.129 -0.274 -0.047
O 1.532 14.949 22.137 0.026 0.116 0.215
O 16.509 16.664 20.965 -0.064 -0.15 -0.209
O 7.057 10.59 21.909 -0.151 0.204 -0.093
O 3.279 13.237 21.36 -0.345 0.067 0.181
O 5.822 5.678 21.12 0.034 0.078 0.03
O 7.929 4.343 22.079 -0.078 0.116 -0.031
O 9.664 1.043 22.209 0.018 -0.137 0.191
O 10.364 3.374 22.838 0.33 -0.129 -0.064
O 5.061 11.773 23.596 0.141 0.026 0.149
O 4.668 10.95 21.168 -0.116 -0.218 -0.009
O 10.258 7.638 21.936 0.116 0.031 0.088
O 8.231 8.47 20.821 -0.114 -0.167 0.14
O 6.2 16.535 21.715 -0.149 0.173 0.011
O 5.103 0.754 24.257 -0.109 -0.071 -0.06
O 9.323 12.428 22.019 0.049 -0.201 0.062
O 8.008 14.667 21.931 0.014 0.101 -0.005
O 11.393 5.459 21.31 -0.279 0.124 -0.38
O 13.221 3.789 22.105 -0.047 -0.001 0.056
O 14.337 2.534 24.246 0.016 -0.041 -0.147
O 14.534 1.601 21.789 0.147 0.128 0.197
O 13.083 9.051 21.817 0.287 0.168 -0.109
O 11.229 10.908 21.125 -0.2 0.193 -0.014
O 0.362 5.398 21.016 -0.092 -0.195 0.212
O 14.768 6.971 21.916 0.05 -0.02 0.032
O 13.42 14.956 21.892 0.324 0.134 0.005
O 11.367 16.324 20.78 0.075 -0.204 -0.118
O 15.132 14.361 24.067 0.023 0.092 -0.161
O 14.65 12.671 22.091 -0.109 -0.247 -0.125
O 15.006 16.584 25.396 0.02 0.01 0.049
O 16.507 2.245 25.751 0.077 -0.074 0.14
O 15.148 2.361 29.32 -0.111 -0.273 0.047
O 0.95 4.726 25.438 -0.105 0.081 -0.274
O 15.617 8.718 26.369 0.029 -0.018 0.069
O 14.883 7.177 28.48 -0.065 0.014 -0.132
O 16.489 11.065 21.026 0.173 0.126 0.138
O 0.435 9.672 24.127 -0.155 0.321 0.05
O 15.754 11.287 29.037 -0.015 0.099 0.1
O 13.321 6.193 30.243 0.093 0.174 0.364
O 2.991 13.488 23.965 -0.192 0.01 0.051
O 16.594 14.646 26.433 0.024 0.007 0.123
O 4.08 15.421 22.586 -0.108 -0.238 -0.078
O 6.03 0.838 26.839 -0.273 0.047 -0.032
O 5.021 7.234 24.907 0.333 -0.094 -0.042
O 2.866 6.436 25.936 -0.081 -0.077 -0.005
O 10.229 14.383 23.494 -0.024 0.183 0.052
O 5.313 9.176 23.156 0.249 -0.062 0.155
O 8.498 10.811 26.114 -0.165 0.085 -0.051
O 10.661 12.102 24.837 0.182 -0.186 -0.279
O 6.215 15.07 25.286 -0.047 0.032 -0.226
O 7.614 0.937 24.697 0.012 -0.161 -0.135
O 8.366 3.597 24.549 -0.158 0.152 0.201
O 12.203 1.516 23.13 -0.077 -0.222 -0.139
O 13.29 3.999 28.72 0.048 -0.083 -0.195
O 12.415 6.915 23.303 0.067 0.044 0.009
O 9.872 5.699 23.569 0.045 -0.028 0.014
O 14.485 8.411 24.039 0.132 0.085 0.204
O 11.105 14.5 25.991 0.208 0.164 0.059
O 7.922 13.315 24.198 0.022 -0.371 0.16
O 2.483 13.271 26.942 0.229 -0.031 -0.024
O 12.694 13.452 23.916 0.056 -0.108 0.022
O 3.189 1.465 29 0.245 -0.003 -0.068
O 1.368 3.179 29.804 -0.132 0.29 0.27
O 0.711 6.7 27.248 0.101 -0.255 0.021
O 3.881 4.082 29.012 -0.036 -0.016 0.22
O 16.847 8.861 28.741 0.05 -0.088 0.138
O 5.083 9.441 29.488 0.348 -0.067 -0.055
O 3.898 11.091 27.978 -0.007 0.191 0.264
O 1.384 10.906 27.401 0.032 0.056 -0.018
O 12.093 9.044 28.81 0.201 -0.09 -0.181
O 1.635 10.791 30.115 -0.04 0.312 -0.131
O 2.258 15.559 28.072 0.259 0.138 0.104
O 6.221 10.16 27.172 0.044 -0.02 -0.309
O 7.238 1.623 29.19 -0.04 0.068 0.17
O 5.943 3.366 27.53 -0.112 -0.127 -0.304
O 8.271 2.262 26.826 0.137 0.077 -0.004
O 5.052 5.887 27.357 0.243 0.109 -0.171
O 4.226 8.431 27.184 -0.174 0.14 -0.121
O 12.809 11.203 30.087 0.167 0.133 -0.032
O 9.574 9.855 29.023 -0.257 -0.117 0.275
O 6.699 12.732 26.478 -0.326 -0.099 -0.244
O 8.495 14.748 26.439 -0.12 0.314 0.188
O 14.151 15.483 31.164 0.034 0.064 0.047
O 10.108 1.625 24.825 0.011 -0.152 0.008
O 15.801 4.092 27.496 0.016 0.35 0.04
O 14.065 2.226 26.859 -0.301 -0.113 0.111
O 11.393 5.65 28.299 0.197 0.048 -0.326
O 10.181 7.831 27.557 0.08 -0.011 -0.016
O 10.02 14.876 28.618 0.203 0.032 -0.008
O 12.27 12.971 28.154 -0.093 0.033 0.022
O 13.856 14.454 26.359 -0.126 -0.275 0.096
O 0.815 13.559 28.909 0.174 -0.118 0.049
O 0.853 4.15 32.433 0.008 0.191 -0.232
O 16.241 1.894 31.583 0.064 -0.295 -0.043
O 2.609 15.961 30.824 0.066 -0.09 0.109
O 0.994 8.887 31.851 -0.085 -0.129 0.004
O 15.088 8.357 33.199 -0.064 0.209 -0.233
O 3.131 5.724 32.194 -0.235 0.003 -0.161
O 4.541 7.611 31.196 0.007 -0.328 -0.052
O 16.764 15.165 31.979 0.028 0.173 -0.056
O 9.813 12.641 27.248 -0.069 -0.017 0.062
O 6.078 9.637 31.865 0.099 0.015 0.332
O 15.762 6.94 31.073 0.023 -0.14 -0.016
O 8.668 15.749 30.925 -0.205 0.08 0.11
O 10.99 10.266 26.735 -0.017 -0.139 -0.152
O 3.467 10.015 31.684 0.02 -0.001 0.245
O 7.785 11.704 28.672 -0.13 0.215 0.14
O 12.345 13.666 30.694 -0.138 -0.189 0.103
O 10.281 12.197 29.898 -0.101 -0.061 0.165
O 8.793 3.616 29.191 -0.025 0.046 0.124
O 9.762 0.983 29.042 0.099 -0.075 -0.062
O 14.779 13.99 33.29 -0.06 -0.098 -0.069
O 15.538 13.114 30.975 0.132 -0.059 -0.035
O 11.768 9.238 31.502 -0.177 -0.25 0.008
O 8.625 6.072 28.583 -0.183 0.171 -0.027
O 12.955 15.462 28.746 0.007 0.233 -0.07
O 14.733 13.626 28.562 0.188 -0.08 -0.118
O 10.408 7.004 30.28 0.158 0.019 -0.072
O 6.422 4.977 29.548 -0.14 0.211 0.295

Results
total energy: -108571.645 eV
total energy less fixed offsets of O -438.35, Si -107.03 eV per atom: 8.585 eV
